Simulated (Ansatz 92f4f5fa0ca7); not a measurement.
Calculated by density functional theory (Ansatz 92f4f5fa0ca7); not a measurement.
Periodic cell of 234 atoms, Si146O88, from a study of silicon, its oxide and their interface. The atomic structure is a simulated model.
Doubt: the cutoff is far below the 930 eV that the study's wrapper takes by default for these files, so forces and energies are approximate.

Settings
functional: PBE
potential files: Ansatz PAW
basis: plane waves
wave-function cutoff: 580 eV
density cutoff ratio: 5
exchange-correlation grid ratio: 1
k mesh: 1 x 1 x 1, Gamma-centred
self-consistency stop: 5e-08 eV per atom in the density residual
occupations: fixed
spin: none
net charge: 0

Cell vectors (angstrom)
a  11.6015  0  0
b  0  10.938  0
c  0  0  32.7804

Atoms and the computed forces on them: element, x, y, z (angstrom), force x, y, z (eV/angstrom)
Si  -0.0427  0.1412  24.0658  0.0025  -0.254  -0.4581
Si  3.8731  0.3097  23.5052  0.0991  0.3459  -0.6129
Si  7.7597  -0.2749  23.9564  0.1133  -0.4572  -0.2708
Si  1.9005  1.4046  24.0681  -0.2411  0.4034  -0.2164
Si  5.97  1.2886  23.9418  0.2085  0.2429  -0.3017
Si  9.5225  1.2825  24.197  -0.0077  0.3873  -0.149
Si  -0.0197  5.4799  24.1567  0.1923  -0.2335  -0.1817
Si  3.632  5.385  24.2301  -0.0416  -0.008  -0.1289
Si  7.6814  5.5242  24.1687  -0.0412  -0.3231  -0.1461
Si  1.8226  6.897  24.2732  -0.1333  0.2184  -0.1299
Si  5.6235  6.6413  23.972  -0.0758  -0.0137  -0.4554
Si  9.6331  6.7984  24.0622  -0.0583  0.2852  -0.3109
Si  1.9113  2.6923  26.0525  0.1048  0.2891  0.1794
Si  5.7981  2.624  25.9661  -0.0788  0.216  0.2282
Si  9.5954  2.6942  26.0902  -0.0207  0.1819  0.1409
Si  -0.0519  4.0628  26.0371  -0.0281  -0.2519  0.0531
Si  3.8608  4.0438  26.1059  -0.0499  -0.2915  0.1795
Si  7.6733  4.1048  26.066  0.0996  -0.2604  -0.0057
Si  1.942  8.3723  26.0283  -0.0217  0.0733  0.1076
Si  5.6772  8.1725  25.8235  0.0348  0.1179  0.2601
Si  9.6665  8.1552  25.9862  0.0171  0.1287  0.2024
Si  -0.0614  9.6143  25.9452  0.0213  -0.1457  0.1413
Si  3.8611  9.7409  25.6561  0.1223  -0.2662  0.2647
Si  7.6854  9.4514  25.9452  -0.0359  -0.23  0.1597
Si  -0.0327  -0.0156  27.9353  0.0117  0.1592  -0.0544
Si  3.8655  -0.0517  27.8512  -0.0039  0.2951  -0.1832
Si  7.6999  -0.0581  27.8993  -0.018  0.0585  -0.0091
Si  1.9244  1.3235  27.9793  -0.0124  -0.1203  -0.2617
Si  5.784  1.3379  27.9512  -0.0219  -0.116  -0.1155
Si  9.6263  1.3277  27.9915  0.0001  -0.0909  -0.0595
Si  0.0118  5.4778  27.9441  -0.0661  0.0885  -0.0328
Si  3.862  5.478  27.9734  0.0752  0.1353  0.0087
Si  7.6916  5.4996  27.9722  -0.0075  0.0794  -0.1213
Si  1.9456  6.8883  27.9216  -0.0128  -0.1077  -0.0739
Si  5.7565  6.8921  27.8872  -0.0274  -0.1085  -0.0408
Si  9.6642  6.8328  27.9502  0.0057  -0.1625  -0.096
Si  1.9336  2.7345  29.8812  0.0206  -0.0382  0.0344
Si  5.8008  2.7345  29.8812  0.0083  -0.0456  -0.0958
Si  9.6679  2.7345  29.8812  -0.0968  -0.0081  0.0703
Si  0  4.1018  29.8812  0.0832  0.0277  -0.0785
Si  3.8672  4.1018  29.8812  -0.0231  -0.0121  0.146
Si  7.7343  4.1018  29.8812  -0.0862  0.0855  0.0603
Si  1.9336  8.2035  29.8812  0.022  0.0183  0.0832
Si  5.8008  8.2035  29.8812  -0.044  0.0478  -0.1655
Si  9.6679  8.2035  29.8812  -0.0068  0.0218  0.0258
Si  0  9.5708  29.8812  -0.036  -0.1261  -0.101
Si  3.8672  9.5708  29.8812  0.0161  -0.1601  -0.4063
Si  7.7343  9.5708  29.8812  -0.0582  -0.1329  -0.1309
Si  0  0  31.8147  0.0099  0.1009  0.0013
Si  3.8672  0  31.8147  -0.0014  0.231  -0.041
Si  7.7343  0  31.8147  -0.0038  0.129  -0.0243
Si  1.9336  1.3673  31.8147  0.0031  -0.014  0.0072
Si  5.8008  1.3673  31.8147  -0.0018  -0.035  -0.0043
Si  9.6679  1.3673  31.8147  0.0011  -0.0031  0.0703
Si  0  5.469  31.8147  0.0058  0.0223  0.0226
Si  3.8672  5.469  31.8147  -0.0009  0.0562  0.0615
Si  7.7343  5.469  31.8147  -0.0109  -0.0295  0.0056
Si  1.9336  6.8362  31.8147  0.0031  -0.0597  -0.011
Si  5.8008  6.8362  31.8147  0.0018  -0.0872  -0.0683
Si  9.6679  6.8362  31.8147  -0.0093  -0.0717  -0.0136
Si  1.9336  2.7345  0.9679  0.0144  0.0135  0.0489
Si  5.8008  2.7345  0.9679  -0.0125  0.0661  -0.0621
Si  9.6679  2.7345  0.9679  0.0414  0.0331  0.1935
Si  0  4.1018  0.9679  -0.0094  0.0474  -0.0136
Si  3.8672  4.1018  0.9679  0.0515  0.0285  0.2586
Si  7.7343  4.1018  0.9679  0.0018  -0.0199  -0.2552
Si  1.9336  8.2035  0.9679  0.0306  -0.0443  -0.0723
Si  5.8008  8.2035  0.9679  0.0098  -0.0403  -0.1414
Si  9.6679  8.2035  0.9679  0.0069  0.0228  0.0072
Si  0  9.5708  0.9679  0.062  -0.0882  0.1766
Si  3.8672  9.5708  0.9679  -0.0298  -0.155  0.1799
Si  7.7343  9.5708  0.9679  0.0224  -0.0931  0.1729
Si  0.0254  -0.0141  2.9258  -0.0739  0.0931  0.079
Si  3.8772  -0.016  2.9301  0.0463  0.1556  0.0145
Si  7.7539  0.0102  2.9129  0.0113  0.0831  0.154
Si  1.9573  1.3667  2.9005  -0.032  -0.0664  0.0624
Si  5.8018  1.353  2.8757  -0.0387  -0.1345  0.1268
Si  9.702  1.3473  2.9041  0.051  -0.0933  0.0571
Si  0.0063  5.4731  2.9044  0.05  0.1061  0.089
Si  3.8907  5.4393  2.9639  -0.0519  0.1071  0.0411
Si  7.7558  5.4461  2.8822  0.0295  0.1284  0.0177
Si  1.9646  6.8457  2.9077  0.0348  -0.2148  0.1036
Si  5.822  6.8454  2.8986  -0.0257  -0.1105  0.0354
Si  9.6636  6.8507  2.912  0.0056  -0.1245  0.0526
Si  1.9575  2.6734  4.8777  0.0363  0.2229  -0.0856
Si  5.8309  2.6523  4.8404  0.0237  0.2557  -0.2854
Si  9.7593  2.5641  4.9359  -0.0237  0.2115  -0.1828
Si  0.0016  4.0679  4.8257  -0.0242  -0.2009  0.0041
Si  3.8958  4.0916  4.9776  0.1056  -0.1705  -0.0793
Si  7.8203  3.9326  4.7  -0.1106  -0.1605  0.0135
Si  1.9785  8.2721  4.8057  -0.1528  0.2811  -0.1057
Si  5.855  8.2748  4.793  -0.0145  0.2208  -0.0222
Si  9.6417  8.2173  4.865  0.0445  0.271  -0.1205
Si  0.0014  9.5431  4.8833  0.0546  -0.1982  -0.3433
Si  3.9212  9.6668  4.9628  -0.0354  -0.2405  -0.2074
Si  7.773  9.7338  4.9699  -0.0155  -0.289  -0.053
Si  0.1056  -0.2542  6.9279  0.1607  -0.4044  0.3714
Si  3.9799  0.0952  6.9757  0.0257  -0.3114  0.3645
Si  7.8379  0.1359  7.0981  0.0101  -0.5093  0.4014
Si  1.9108  1.2568  6.8135  -0.0444  0.358  0.1481
Si  5.8669  1.5067  6.9022  -0.0433  0.5077  -0.0041
Si  9.9371  1.279  7.0215  0.0881  0.4121  0.2739
Si  -0.0391  5.5075  6.7119  -0.0807  -0.4014  0.1733
Si  3.8198  5.7055  6.7969  -0.0538  -0.1541  0.349
Si  7.7896  5.3353  6.514  -0.0297  -0.377  -0.0945
Si  1.8236  6.8828  6.652  0.0419  0.219  0.1578
Si  5.948  6.7912  6.607  0.1932  0.2679  -0.0625
Si  9.5737  6.7989  6.7448  -0.118  0.2065  0.2265
O  5.6243  2.8752  7.8947  -0.0689  -0.2474  -0.1576
O  1.6757  7.6182  8.14  0.0037  -0.0459  -0.153
O  6.5133  7.8279  7.7895  -0.1516  0.0776  -0.0866
O  11.6935  4.6169  8.1142  0.0334  0.0226  -0.132
O  7.8333  9.9992  8.4246  0.0308  0.4674  -0.4184
O  9.1673  7.6546  8.1488  0.2498  0.0439  -0.1525
O  4.1384  10.0992  8.3583  0.045  0.2722  -0.4837
O  10.4839  2.2636  8.3002  -0.238  -0.2018  -0.2421
O  7.8894  4.3344  7.8736  -0.0516  -0.0112  -0.0938
O  3.5352  5.3284  8.441  0.0807  0.0345  -0.2087
O  0.2123  9.7714  8.3687  -0.1613  0.2807  -0.3274
O  1.5856  2.3481  8.0494  0.1446  -0.1357  -0.1856
O  1.6373  7.7493  22.8379  0.0159  0.0252  0.2475
O  1.5083  2.2547  22.6634  0.078  -0.0581  0.1388
O  6.5118  2.3715  22.773  -0.2313  -0.2863  0.2846
O  3.4904  8.2885  21.0448  -0.0284  0.0423  0.1847
O  5.563  7.3023  22.4182  0.162  -0.0333  0.5519
O  7.9081  9.7074  22.5383  -0.2032  0.3791  0.5219
O  3.1294  4.2768  23.075  0.0623  0.0878  0.1242
O  9.652  7.6974  22.6487  0.0587  -0.1832  0.376
O  0.4184  4.6677  22.7432  -0.1127  0.0703  0.1779
O  7.8448  4.6501  22.7591  0.0056  0.0515  0.1453
O  4.1236  10.3856  19.2087  -0.0355  -0.0133  0.0879
O  9.2524  2.3504  22.9301  0.0554  -0.1272  0.2034
Si  1.025  8.6307  9.2322  0.0484  -0.232  0.188
Si  9.2958  10.0767  15.6723  -0.1464  -0.0216  0.0534
Si  5.6114  -8.6451  18.5612  0.1373  0.0768  -0.1925
Si  6.5911  3.8862  8.7525  0.2411  -0.0183  0.3185
Si  2.6114  5.3773  20.058  0.1098  0.2799  -0.1743
Si  1.0096  3.8889  15.968  0.0179  -0.0559  0.087
Si  1.9046  7.9292  21.2459  0.0854  -0.2638  -0.4131
Si  -0.8588  8.0047  11.6285  -0.2419  0.0418  0.1483
Si  11.8654  3.0942  8.6656  0.0758  0.165  0.2299
Si  1.751  3.8168  22.3084  0.0523  0.1018  -0.3508
Si  4.4978  -4.8632  9.5396  -0.3131  -0.0553  0.3285
Si  -0.8897  3.5686  17.9837  -0.2213  0.0589  0.2062
Si  9.286  2.3697  12.8883  -0.0038  0.0374  0.1015
Si  -4.4809  8.6601  16.9094  -0.0378  -0.1326  0.0211
Si  -1.3462  2.0198  15.6798  -0.1819  0.1261  0.0347
Si  3.4539  4.6155  14.6111  0.1856  -0.0491  0.1105
Si  11.4178  -0.8058  20.9289  0.0055  0.0767  -0.353
Si  7.1868  7.0098  19.4225  0.0663  -0.2211  -0.1567
Si  -6.9101  -0.4202  17.6806  0.1199  0.1314  0.0243
Si  0.0035  -1.7268  14.2526  -0.0611  0.0678  -0.0564
Si  -1.0348  10.9046  12.0339  -0.0582  0.0185  0.0315
Si  15.5068  9.2424  9.7182  -0.1059  -0.0505  0.4814
Si  8.8541  8.702  21.6361  0.0025  -0.2  -0.4806
Si  7.7758  8.3787  8.6542  -0.0295  -0.4179  0.1755
Si  4.7103  -3.7288  21.0342  -0.1333  -0.1811  -0.4471
Si  18.2471  2.7235  11.5489  -0.1016  -0.003  0.4653
Si  -4.5687  -1.5978  14.0234  0.0181  -0.0454  0.0326
Si  13.6412  -0.181  16.0393  0.0411  0.083  0.0664
Si  1.0103  1.1623  18.8299  -0.1314  0.0412  -0.0147
Si  3.4463  4.2603  17.4052  0.1919  0.0849  0.1004
Si  2.8112  1.7656  13.5964  0.0763  0.0487  -0.0337
Si  7.9167  3.0831  22.3412  0.1836  0.1146  -0.4523
Si  19.4057  7.335  11.678  0.2355  -0.0618  0.4443
Si  5.0808  0.0237  12.1933  0.0957  0.2325  0.2583
Si  3.8184  11.6299  20.2364  0.0529  0.084  -0.643
Si  11.9791  2.3956  11.6077  -0.1305  -0.2135  0.32
Si  8.0533  3.9371  19.4  0.0128  0.0662  -0.2367
Si  5.2341  5.3536  12.2348  0.1002  -0.1717  0.1721
O  1.6639  13.3072  12.5984  -0.0768  0.0232  -0.1011
O  5.7217  -0.8109  13.4545  -0.0436  -0.0023  -0.0361
O  7.6416  -2.4783  12.824  -0.0279  -0.0327  -0.1388
O  12.1915  3.2544  10.2602  -0.043  0.1064  -0.363
O  8.1686  10.4133  14.5205  0.0556  0.0133  0.0158
O  7.0858  3.0049  10.0175  0.0349  0.003  -0.302
O  0.9867  -1.8734  20.5841  0.0295  0.0292  0.119
O  7.4484  7.3578  17.8436  -0.0114  0.0976  -0.073
O  1.7854  -6.1337  14.8171  -0.0515  0.0458  -0.0389
O  3.7376  0.1999  21.7878  0.022  -0.124  1.0056
O  2.0226  4.0037  20.702  -0.1198  -0.1072  0.2529
O  9.4443  6.9634  11.7042  0.0055  0.0748  -0.0853
O  0.2169  2.5946  18.6853  0.0764  -0.0301  -0.0173
O  7.4995  7.9764  10.2154  -0.0241  0.16  -0.3138
O  6.766  -2.5827  15.3229  0.0054  0.0176  0.0402
O  8.1053  7.8098  20.4944  0.0662  0.1562  0.315
O  7.1085  13.8941  18.4635  -0.0258  -0.0255  0.0679
O  2.2502  0.9414  14.8773  -0.0318  -0.0185  -0.0096
O  5.4245  1.0544  17.4969  -0.0677  -0.0624  0.0216
O  1.5605  -4.3568  20.3828  0.0056  0.0287  0.2299
O  8.4654  -12.2751  16.9911  0.0493  0.0256  -0.0061
O  10.1096  9.5066  11.3711  0.0685  -0.0697  -0.119
O  7.945  -7.8133  12.4355  -0.0326  -0.0113  -0.1196
O  6.1366  1.1832  11.7079  0.0209  -0.0262  -0.1125
O  4.0369  5.7274  20.8013  0.0371  -0.0244  0.1411
O  16.0197  7.7069  9.4506  0.0895  0.0229  -0.0552
O  16.3133  -0.9995  10.9744  -0.0776  -0.1774  -0.3585
O  2.4254  12.2865  19.6365  0.1466  0.0007  0.2184
O  3.7372  0.768  12.7113  -0.0197  -0.0549  -0.0323
O  4.0851  4.9785  16.0854  -0.0853  -0.0336  -0.1282
O  9.7108  2.6952  17.0413  0.0648  -0.0449  -0.1031
O  4.6086  3.4962  18.1785  -0.0147  -0.0556  0.0676
O  1.2661  -1.4496  15.2794  0.0129  -0.0646  -0.0162
O  2.2592  3.2679  16.8623  -0.1247  0.0114  -0.0682
O  -4.2439  5.3966  19.5889  -0.0173  0.045  0.0675
O  10.2873  -2.0666  15.1707  0.0645  -0.024  0.0166
O  -1.3553  0.4206  15.9544  0.0351  -0.0413  -0.0178
O  0.1164  7.7834  10.3287  0.0732  0.0545  -0.2751
O  9.9168  -1.3859  20.7432  -0.089  0.0235  0.1972
O  1.2453  0.4332  17.3601  0.0029  -0.1007  -0.0372
O  5.9402  16.2516  9.2591  0.0104  -0.0057  -0.1836
O  8.1096  3.0545  20.7472  -0.0109  -0.0497  0.2893
O  -0.005  -0.4157  22.493  0.0307  0.1188  0.3969
O  11.628  8.0576  13.0451  0.0768  -0.0096  0.0678
O  0.0026  0.8552  11.1393  0.0496  0.0447  -0.0824
O  10.6919  13.9857  12.4018  0.0634  0.0077  -0.1146
O  9.2211  2.3937  14.5035  0.0142  -0.0239  -0.0669
O  5.0854  1.7477  20.0284  -0.1207  -0.0901  0.2375
O  4.1413  5.7807  11.1  0.0006  0.0828  -0.2807
O  9.6179  4.2608  18.9736  -0.0298  -0.0335  0.0106
O  5.4945  3.7539  12.0482  -0.0181  0.0302  -0.1149
O  -0.2528  10.6251  13.4469  0.0265  -0.0358  0.0032
O  0.1326  13.589  15.3346  0.1152  0.0574  -0.0483
O  2.2996  9.2464  10.0734  -0.0338  0.0966  -0.077
O  3.658  3.0524  14.1557  -0.0159  -0.0062  0.0015
O  5.6654  7.4709  19.7565  -0.1079  0.0399  0.1397
O  3.5142  -0.6599  16.5732  -0.0593  -0.0446  -0.0213
O  2.7886  -5.6121  18.4433  -0.0293  0.0071  0.174
O  5.8223  -1.5493  17.5162  -0.0578  0.0312  0.037
O  4.3676  5.5546  13.6199  -0.1047  0.0365  -0.0661
O  6.6856  -4.7756  12.0745  -0.0567  0.0651  -0.0943
O  9.2247  11.7927  12.2726  0.0741  -0.0121  -0.0141
O  -0.0347  -6.3071  17.0293  0.0945  -0.0455  -0.1472
O  11.5856  0.326  19.7823  -0.0249  -0.0132  0.1866

Results
free energy: -142854.369 eV
free energy less fixed offsets of O -568.88, Si -635.61 eV per atom: 6.131 eV

The program warned: the cutoff lies below the one the program advises for these potential files; the exchange-correlation potential is rough where the density is thin.
